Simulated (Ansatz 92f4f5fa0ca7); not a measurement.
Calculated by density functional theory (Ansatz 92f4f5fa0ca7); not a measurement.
Periodic cell of 224 atoms, Si133O90H1, from a study of silicon, its oxide and their interface. The atomic structure is a simulated model.
Doubt: the cutoff is far below the 930 eV that the study's wrapper takes by default for these files, so forces and energies are approximate.

Settings
functional: PBE
potential files: Ansatz PAW
basis: plane waves
wave-function cutoff: 580 eV
density cutoff ratio: 5
exchange-correlation grid ratio: 1
k mesh: 1 x 1 x 1, Gamma-centred
self-consistency stop: 5e-08 eV per atom in the density residual
occupations: fixed
spin: none
net charge: +1 e, with a uniform compensating background and no finite-size correction

Cell vectors (angstrom)
a	10.938	0	0
b	0	10.938	0
c	0	0	32.3558

Atoms and the computed forces on them: element, x, y, z (angstrom), force x, y, z (eV/angstrom)
Si	0.3509	-0.2987	24.7609	-0.0314	0.063	0.0588
Si	5.2872	0.2995	25.0624	0.0117	-0.0446	0.0065
Si	3.084	2.4757	25.0305	-0.0619	0.0361	0.2096
Si	7.9433	2.9311	25.0222	0.0475	-0.01	0.0913
Si	-0.2025	5.6625	24.788	0.0247	-0.0218	0.0381
Si	5.7621	5.1644	24.9103	-0.0134	0.0605	0.0414
Si	2.6237	8.4069	24.6607	0.0273	-0.0407	0.0309
Si	8.5019	7.8963	24.8423	-0.0482	0.0492	0.0429
Si	1.4145	1.2906	26.1841	-0.0154	0.0295	-0.0178
Si	6.833	1.4064	26.3947	0.0056	0.0135	0.0015
Si	4.1865	4.088	26.2996	-0.0178	-0.0225	-0.0022
Si	9.6053	4.1141	26.1904	0.0215	-0.0407	-0.0062
Si	1.4197	6.8469	26.0655	0.0287	-0.0317	-0.0051
Si	6.9016	6.7919	26.1873	-0.0243	0.0265	-0.0086
Si	4.1031	9.5374	26.1613	0.0376	-0.0243	-0.0108
Si	9.6597	9.5278	26.1202	-0.032	0.0138	-0.003
Si	2.759	-0.0477	27.5846	-0.0285	-0.0003	0.0097
Si	8.2634	-0.0494	27.5564	0.0211	-0.0201	-0.0139
Si	0.027	2.7023	27.5343	0.0001	-0.0045	-0.0171
Si	5.4734	2.7461	27.6999	0.012	0.0106	-0.0247
Si	2.7371	5.4799	27.5341	-0.0212	0.0249	-0.0031
Si	8.2347	5.4457	27.5936	-0.0005	0.0049	0.011
Si	0.0509	8.1722	27.5407	0.0011	0.0026	-0.0008
Si	5.4928	8.1766	27.5312	0.0013	-0.002	-0.0143
Si	4.1018	1.3673	28.9375	-0.2545	-0.2918	0.4498
Si	9.5708	1.3673	28.9375	0.1594	-0.0913	-0.1462
Si	1.3673	4.1018	28.9375	0.0383	-0.0192	-0.3158
Si	6.8362	4.1018	28.9375	0.3396	0.271	0.6736
Si	4.1018	6.8362	28.9375	0.0123	0.0196	-0.226
Si	9.5708	6.8362	28.9375	0.219	0.0327	-0.0145
Si	1.3673	9.5708	28.9375	0.0252	-0.173	0.1033
Si	6.8362	9.5708	28.9375	0.1112	-0.1578	-0.2478
Si	0	0	30.3048	0.0134	0.0147	-0.0192
Si	5.469	0	30.3048	-0.0387	0.0703	-0.0089
Si	2.7345	2.7345	30.3048	-0.017	-0.0538	0.0054
Si	8.2035	2.7345	30.3048	-0.0495	0.0826	0.003
Si	0	5.469	30.3048	-0.0574	0.0351	-0.0119
Si	5.469	5.469	30.3048	0.0685	0.0215	0.0038
Si	2.7345	8.2035	30.3048	-0.0335	0.0569	-0.0144
Si	8.2035	8.2035	30.3048	-0.0009	0.0136	-0.016
Si	1.3673	1.3673	31.672	-0.0228	-0.0025	-0.0016
Si	6.8362	1.3673	31.672	0.0436	-0.0652	-0.0168
Si	4.1018	4.1018	31.672	0.022	0.0022	-0.0202
Si	9.5708	4.1018	31.672	0.0349	-0.0473	-0.0155
Si	1.3673	6.8362	31.672	0.0893	-0.0321	-0.0264
Si	6.8362	6.8362	31.672	-0.0182	-0.0094	-0.0092
Si	4.1018	9.5708	31.672	0.002	-0.0476	-0.0234
Si	9.5708	9.5708	31.672	-0.0131	0.0207	-0.0158
Si	2.7345	0	0.6835	0.0591	-0.0069	-0.0142
Si	8.2035	0	0.6835	-0.0566	0.0516	0.0072
Si	0	2.7345	0.6835	-0.0195	0.023	0.048
Si	5.469	2.7345	0.6835	-0.0422	0.0457	0.0378
Si	2.7345	5.469	0.6835	-0.0908	0.0395	0.0011
Si	8.2035	5.469	0.6835	0.0091	-0.0126	-0.0179
Si	0	8.2035	0.6835	-0.0225	0.0092	0.0304
Si	5.469	8.2035	0.6835	0.0279	0.0227	0.0427
Si	4.1018	1.3673	2.0507	-0.1154	-0.1455	0.0178
Si	9.5708	1.3673	2.0507	-0.0164	-0.1447	-0.0137
Si	1.3673	4.1018	2.0507	0.1458	0.0372	-0.0088
Si	6.8362	4.1018	2.0507	0.061	0.0607	0.0224
Si	4.1018	6.8362	2.0507	-0.027	-0.0641	0.014
Si	9.5708	6.8362	2.0507	-0.1286	-0.1036	0.0069
Si	1.3673	9.5708	2.0507	0.0713	0.0757	0.0012
Si	6.8362	9.5708	2.0507	0.0989	0.0351	0.0106
Si	0	0	3.418	-0.0375	0.2895	-0.3902
Si	5.469	0	3.418	0.0594	0.1845	0.0222
Si	2.7345	2.7345	3.418	-0.2444	0.1202	-0.1397
Si	8.2035	2.7345	3.418	-0.1144	0.1108	0.3663
Si	0	5.469	3.418	-0.186	-0.1919	0.1412
Si	5.469	5.469	3.418	0.0005	-0.0782	0.1147
Si	2.7345	8.2035	3.418	0.0445	0.0411	0.0184
Si	8.2035	8.2035	3.418	-0.0689	-0.0369	-0.2985
Si	1.2206	1.4964	4.7671	0.0113	0.0092	0.0206
Si	6.8012	1.3913	4.827	-0.0073	0.0132	-0.0223
Si	4.136	4.0302	4.7906	0.0133	-0.0272	-0.0109
Si	9.5383	4.1146	4.852	-0.0249	0.0045	-0.0042
Si	1.368	6.8203	4.7662	-0.014	-0.0016	-0.0157
Si	6.7894	6.8989	4.7815	-0.0246	0.0361	-0.0163
Si	4.0739	9.6212	4.7755	-0.0095	-0.0083	-0.0171
Si	9.6083	9.547	4.7202	0.0342	-0.0499	-0.011
Si	2.662	0.1425	5.9732	0.0042	0.0009	0.0345
Si	8.1911	-0.0735	6.0283	-0.0385	0.003	0.0957
Si	-0.1758	2.7198	6.3754	0.0084	0.0091	0.0289
Si	5.4378	2.6885	6.3365	-0.0032	-0.0107	0.0179
Si	2.6736	5.358	6.0582	-0.0317	0.0155	0.0385
Si	8.1555	5.5379	6.1508	0.021	-0.0296	0.0268
Si	0.0386	8.2163	6.121	0.033	0.0844	0.0709
Si	5.3837	8.2514	6.19	0.0545	0.0183	0.0703
Si	3.6717	1.5578	7.5594	0.0513	-0.0058	-0.0766
Si	9.6241	0.8963	7.6077	-0.0097	0.023	-0.095
Si	1.533	3.8984	7.5473	-0.0199	0.032	-0.0217
Si	6.5254	4.4661	7.4833	0.0493	-0.0293	-0.0659
Si	4.1834	6.579	7.3307	-0.0004	0.0424	-0.0654
Si	9.3555	7.148	7.4243	0.0393	-0.0186	-0.0394
Si	1.1889	9.9074	7.3136	-0.026	-0.1731	-0.1838
Si	7.0797	9.3645	7.436	-0.1253	-0.0545	-0.1404
O	9.6003	6.7741	24.2937	0.0242	0.0072	-0.0392
O	4.1766	1.3737	24.4509	0.068	-0.0569	-0.0516
O	8.1948	8.2252	7.907	0.0044	0.0115	0.0293
O	2.6513	2.7768	8.0449	-0.0285	0.0071	0.0282
O	6.8652	4.0315	24.4078	-0.012	-0.0044	-0.0406
O	1.4788	9.5382	24.2066	0.0045	-0.0367	-0.0352
O	5.3573	5.5588	7.8757	-0.0161	0.01	0.0329
O	-0.0016	-0.0501	7.8782	-0.0193	0.0483	0.0513
O	7.129	4.0743	8.9652	-0.0018	-0.0071	0.036
O	6.6964	10.2201	8.8288	0.0176	0.026	0.0204
O	10.1426	6.6735	8.8071	0.0047	-0.0108	0.0148
O	2.0696	9.5568	8.661	0.0347	0.0099	0.0741
O	3.9001	0.6369	8.946	-0.0074	-0.0237	0.0297
O	1.0538	4.7093	8.9271	0.0046	-0.012	0.0038
O	8.8692	0.8076	9.1197	0.0047	0.0158	0.008
O	3.3514	7.1127	8.6459	0.0037	0.0254	0.0646
O	7.7774	8.5319	23.4966	-0.0222	0.02	-0.0359
O	8.5513	2.0598	23.7817	0.0007	-0.0013	-0.052
O	5.0954	5.776	23.5374	-0.0002	-0.0007	-0.0292
O	2.4834	3.2932	23.7584	0.0221	-0.0512	-0.066
O	10.6302	0.4183	23.4159	-0.0034	0.003	-0.0203
O	0.4228	4.9511	23.4181	-0.0145	0.0144	-0.0013
O	3.3812	7.7911	23.2858	0.0138	-0.0066	-0.0278
O	6.1658	10.6694	23.8098	0.016	-0.0298	-0.0496
Si	9.5756	2.5425	19.9616	-0.021	-0.0044	-0.0151
Si	5.6019	6.7004	19.659	0.0088	0.0041	-0.0089
Si	7.9901	3.4298	14.5503	0.0272	0.0195	0.0261
Si	13.3481	3.2464	13.3563	-0.0181	0.0015	-0.0104
Si	4.6827	1.4312	13.6266	-0.0158	-0.0308	-0.011
Si	5.0326	7.2185	14.3087	-0.0034	0.0232	-0.0081
Si	4.0284	5.4782	12.2555	-0.0069	0.007	0.004
Si	4.0142	6.451	22.5339	-0.0089	0.0116	-0.0216
Si	9.5509	10.782	14.3424	-0.0343	0.09	-0.0478
Si	6.8303	5.5436	12.6269	0.0164	0.0252	-0.0067
Si	7.3245	1.9192	12.1757	-0.0033	-0.0232	-0.0093
Si	3.3192	13.4943	17.8453	0.0042	-0.0046	-0.0062
Si	7.9987	4.3768	10.2852	0.0196	0.0151	-0.0063
Si	9.1941	7.806	14.6684	-0.0097	0.0345	0.0396
Si	7.5589	0.5186	18.5018	0.02	-0.0319	-0.0342
Si	9.8023	5.1632	16.2578	0.0116	0.0397	-0.0281
Si	7.6656	9.6651	16.3402	0.067	-0.0174	-0.0872
Si	2.2074	11.3506	12.4239	-0.0034	-0.0653	0.0665
Si	7.9993	15.8466	18.8014	0.0027	0.0112	-0.0007
Si	12.4989	13.4719	20.1015	0.026	-0.0109	-0.0319
Si	-1.643	1.0769	22.7429	0.0037	-0.0219	-0.0238
Si	4.9195	10.0263	15.4084	0.0143	-0.0062	0.0046
Si	2.8628	10.9325	19.2624	0.0124	-0.0159	-0.0216
Si	5.5781	9.6575	20.1269	0.0039	-0.0108	0.0023
Si	10.7515	5.4427	9.6802	-0.0148	0.0105	0.0176
Si	7.1118	9.844	22.8015	-0.0404	-0.0016	-0.0019
Si	6.2844	13.821	17.0347	0.0019	-0.018	0.0137
Si	-3.1323	-0.1786	9.9042	0.0158	-0.0321	0.0652
Si	1.7795	4.279	16.0963	-0.0221	0.0194	0.014
Si	-1.6853	9.1378	11.9352	-0.0024	0.0232	0.1579
Si	1.0325	8.9308	14.2684	-0.0692	-0.0698	0.117
Si	3.513	7.6344	10.1641	-0.0859	-0.0123	0.0178
Si	1.7517	4.2884	22.7329	-0.018	0.105	-0.0319
Si	2.5483	9.1373	16.9816	-0.0829	-0.0741	-0.1205
Si	14.0146	10.3544	9.6674	-0.0116	0.0101	0.0259
Si	4.0298	6.4024	17.068	-0.0384	0.055	0.0132
Si	11.6914	-3.4918	11.7088	0.0491	0.0909	0.0151
O	5.1143	6.6858	15.8567	-0.0086	-0.0102	0.0046
O	3.7316	2.6544	14.13	0.0046	0.0034	0.0038
O	6.6742	3.2133	15.4802	-0.0076	0.0019	-0.0042
O	3.9967	10.1016	20.0915	0.0086	0.0018	-0.0012
O	4.2875	6.4365	10.961	0.0011	0.0137	-0.0039
O	1.3571	3.3537	21.4674	-0.0375	-0.0048	-0.0371
O	4.1127	9.1712	10.2036	-0.0187	-0.0157	0.003
O	-3.3771	-5.2167	11.1659	0.0071	-0.0129	-0.0055
O	10.6683	-2.2878	11.3486	0.0735	-0.0554	-0.0247
O	9.279	3.7638	15.522	-0.0157	-0.0101	-0.0059
O	5.4473	4.6995	12.4363	-0.0079	-0.0074	0.0125
O	3.52	10.1696	16.1884	-0.019	-0.0195	-0.0007
O	6.3978	6.9059	13.4481	-0.0092	-0.0084	0.0095
O	10.3042	9.2007	14.7214	0.0742	-0.0405	0.0364
O	6.0644	9.6103	16.4796	-0.0287	0.0014	-0.0048
O	9.8196	6.3956	15.1256	-0.0106	-0.0776	0.0309
O	13.7809	4.3479	12.2038	0.0025	0.0007	0.007
O	6.759	1.3646	17.3564	-0.0079	0.0162	0.0051
O	1.5291	8.6627	15.7729	0.1011	0.0821	0.0875
O	1.9673	9.8985	18.3071	0.0064	0.0108	0.0172
O	14.1996	7.7812	17.4719	-0.0109	-0.0057	-0.0481
O	4.6992	14.0647	17.2268	-0.0033	-0.004	-0.0076
O	8.6903	12.3899	19.145	0.013	0.0213	0.0102
O	5.8147	2.0756	12.7035	0.001	0.0024	0.0081
O	8.2536	2.0949	13.5819	0.0152	-0.0188	0.0015
O	2.7636	5.4543	22.2209	0.0086	0.0113	0.0076
O	8.9127	14.9792	19.8431	0.0083	-0.0118	0.004
O	2.0963	10.9343	10.8691	0.0154	-0.0049	-0.0069
O	-3.1053	4.7481	13.6279	-0.0166	-0.0129	-0.0018
O	10.6148	11.8157	14.9581	0.0195	-0.1149	-0.0069
O	7.7935	3.1392	11.2801	-0.0017	0.0216	-0.0051
O	8.7873	8.011	13.098	-0.0314	0.0135	-0.1259
O	2.7627	14.1877	19.2266	-0.0114	0.0047	0.0093
O	12.4753	4.04	14.4861	0.0145	-0.0075	-0.001
O	8.2904	10.8267	22.2329	-0.0078	0.0044	0.0052
O	13.0566	7.7904	10.9712	-0.0106	-0.0321	0.0183
O	12.5716	1.9404	12.699	0.0138	0.0115	0.0055
O	8.1391	10.6526	15.1047	-0.0563	-0.0364	0.0559
O	4.7669	16.8882	18.446	0.0036	0.0011	-0.0045
O	8.2987	10.1863	17.7353	-0.0105	0.0265	0.0314
O	5.3213	11.4871	14.8276	-0.0147	0.0106	-0.0053
O	3.7921	0.3713	12.7721	-0.0641	0.0149	0.0085
O	7.0005	14.8227	18.0599	0.0058	0.0047	-0.005
O	-1.4965	10.5829	12.7385	-0.0026	-0.0145	-0.062
O	9.706	2.0164	21.4825	0.0064	-0.0052	0.0073
O	5.7811	8.283	19.2613	-0.0026	0.0105	0.0167
O	2.9583	5.3256	16.4911	0.0182	-0.003	0.0023
O	-2.6037	-1.564	10.6463	-0.0416	0.0314	-0.0604
O	6.4755	21.8277	19.5522	-0.0155	-0.0066	0.0062
O	11.9045	7.5752	13.3663	0.0405	-0.0548	-0.1207
O	6.1199	9.337	21.6152	0.0367	0.0175	0.0386
O	2.1443	2.817	16.7293	0.0057	-0.0031	0.001
O	7.1061	16.9418	19.6317	-0.0071	-0.0005	-0.0075
O	7.2714	11.5525	11.2305	0.0011	-0.0136	-0.0255
O	8.9273	16.4992	17.5808	-0.0177	-0.0114	0.0185
O	1.9508	0.9234	20.2574	-0.0065	0.0017	0.0113
O	3.7834	-4.4726	13.557	0.0173	-0.0199	0.0041
O	8.1562	8.1825	15.8485	-0.0178	0.0247	0.0141
O	0.2268	6.0012	11.1853	-0.0015	-0.0071	-0.0128
O	4.8106	8.8405	14.2806	0.0073	-0.0087	0.0083
O	11.0699	13.5373	19.3023	-0.0137	0.0022	-0.016
O	4.7999	6.6538	21.0893	-0.0141	-0.0091	0.0209
O	1.4834	10.237	13.4393	0.1191	0.1149	-0.1042
O	11.3333	4.8944	16.6979	0.0145	-0.0154	-0.0079
O	3.5974	0.9982	18.1975	-0.0103	-0.0051	0.0135
O	9.5724	4.3546	9.9047	0.0024	0.0252	0.0072
H	10.3764	12.7485	15.0795	-0.0092	0.1134	0.0442

Results
free energy: -135754.716 eV
free energy less fixed offsets of H -15.97, O -568.88, Si -635.61 eV per atom: -3.416 eV

The program warned: the cutoff lies below the one the program advises for these potential files; the forces do not sum to zero within the program's tolerance; the exchange-correlation potential is rough where the density is thin.
